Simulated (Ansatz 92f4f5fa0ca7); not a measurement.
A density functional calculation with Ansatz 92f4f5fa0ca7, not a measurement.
Periodic cell of 221 atoms, Si132O88H1, from a study of silicon, its oxide and their interface. The atomic structure is a simulated model.
This geometry differs little from another in the collection (a relaxation step or a small displacement).

Settings
functional: PBE
potential files: Ansatz PAW
basis: plane waves
wave-function cutoff: 700 eV
density cutoff ratio: 5
exchange-correlation grid ratio: 1
k mesh: 2 x 2 x 1, shifted by 0.5 0.5 0.5 of a step
self-consistency stop: 5e-08 eV per atom in the density residual
occupations: fixed
spin: none
net charge: +1 e, with a uniform compensating background and no finite-size correction

Cell vectors (angstrom)
a	10.938	0	0
b	0	10.938	0
c	0	0	33.4056

Atoms and the computed forces on them: element, x, y, z (angstrom), force x, y, z (eV/angstrom)
Si	-0.205	0.1989	25.8404	-0.0183	0.0077	-0.0299
Si	5.9716	-0.5508	25.8562	0.0407	-0.0087	-0.032
Si	2.8567	2.8031	25.93	-0.0002	0.0119	-0.044
Si	8.3433	2.3211	26.0059	-0.0102	-0.0343	-0.0119
Si	-0.4823	6.0098	25.8174	-0.0107	0.0406	-0.0295
Si	5.3646	5.6962	25.8906	-0.0093	0.0053	-0.0326
Si	3.0161	7.8424	25.917	0.0032	-0.012	-0.0232
Si	8.2248	8.2245	26.2393	-0.0071	0.0044	-0.0034
Si	1.4197	1.362	27.1559	-0.0035	-0.0172	0.001
Si	6.8636	1.1449	27.3269	-0.0096	-0.0055	-0.0105
Si	4.2235	4.109	27.2705	0.007	0.0172	0.0157
Si	9.5237	4.1289	27.0806	-0.0024	-0.0042	0.0087
Si	1.328	6.7963	27.2154	0.015	0.0215	-0.0111
Si	6.8119	6.8044	27.3862	-0.0107	-0.0121	-0.0062
Si	4.1832	9.4743	27.1761	0.0058	-0.0005	0.0143
Si	9.6865	9.6251	27.3502	-0.014	0.0032	-0.0079
Si	2.7715	-0.0352	28.5447	0.0031	0.0028	0.0015
Si	8.2632	-0.0598	28.7173	0.0062	0.0098	-0.0039
Si	0.013	2.7661	28.5288	-0.0028	0.003	-0.0059
Si	5.5265	2.6684	28.6115	-0.0101	0.0016	-0.0124
Si	2.7384	5.4342	28.602	0.0028	0.0087	-0.0146
Si	8.2206	5.4043	28.6222	0.0212	-0.0108	0.0043
Si	0.0713	8.1905	28.646	-0.0074	-0.0085	0.0041
Si	5.4609	8.1964	28.6789	-0.0086	-0.0054	-0.0079
Si	4.1018	1.3673	29.9874	-0.076	-0.1624	-0.3024
Si	9.5708	1.3673	29.9874	0.3129	0.4813	-0.026
Si	1.3673	4.1018	29.9874	-0.04	-0.164	-0.1677
Si	6.8362	4.1018	29.9874	0.1508	-0.4062	0.0948
Si	4.1018	6.8362	29.9874	-0.3782	-0.1039	0.1425
Si	9.5708	6.8362	29.9874	0.0764	-0.1212	-0.2145
Si	1.3673	9.5708	29.9874	0.4744	0.1295	0.014
Si	6.8362	9.5708	29.9874	0.0266	-0.2459	0.5521
Si	0	0	31.3546	0.1294	0.1468	-0.0487
Si	5.469	0	31.3546	0.0076	0.0054	0.0057
Si	2.7345	2.7345	31.3546	-0.0875	-0.0535	-0.052
Si	8.2035	2.7345	31.3546	0.0175	0.0749	0.0332
Si	0	5.469	31.3546	-0.0293	0.0392	-0.0126
Si	5.469	5.469	31.3546	-0.0872	-0.0432	-0.0517
Si	2.7345	8.2035	31.3546	0.0054	0.0352	0.0284
Si	8.2035	8.2035	31.3546	-0.1342	-0.0414	0.0199
Si	1.3673	1.3673	32.7219	0.0101	-0.0425	0.0235
Si	6.8362	1.3673	32.7219	0.0379	-0.0398	-0.0067
Si	4.1018	4.1018	32.7219	0.0137	-0.0052	-0.0053
Si	9.5708	4.1018	32.7219	-0.0073	-0.0376	0.0011
Si	1.3673	6.8362	32.7219	0.0515	0.0207	-0.0085
Si	6.8362	6.8362	32.7219	0.0857	-0.015	0.017
Si	4.1018	9.5708	32.7219	-0.008	-0.0519	-0.0065
Si	9.5708	9.5708	32.7219	0.0013	-0.007	-0.0102
Si	2.7345	0	0.6835	0.0221	-0.0149	-0.0198
Si	8.2035	0	0.6835	-0.0627	0.0506	-0.0103
Si	0	2.7345	0.6835	-0.0264	0.0367	0.0043
Si	5.469	2.7345	0.6835	-0.0266	0.0118	0.0212
Si	2.7345	5.469	0.6835	-0.0661	0.0612	-0.0095
Si	8.2035	5.469	0.6835	0.018	-0.0043	-0.0166
Si	0	8.2035	0.6835	-0.0218	-0.0333	0.0167
Si	5.469	8.2035	0.6835	-0.0248	0.0633	-0.0029
Si	4.1018	1.3673	2.0507	-0.0611	-0.0983	0.0439
Si	9.5708	1.3673	2.0507	0.0504	-0.0944	-0.0464
Si	1.3673	4.1018	2.0507	0.0718	-0.0097	-0.0075
Si	6.8362	4.1018	2.0507	0.0913	0.0399	0.0509
Si	4.1018	6.8362	2.0507	-0.0529	-0.0668	-0.0108
Si	9.5708	6.8362	2.0507	-0.1047	-0.0269	0.0166
Si	1.3673	9.5708	2.0507	0.1531	0.1626	0.0269
Si	6.8362	9.5708	2.0507	0.0416	-0.0709	-0.0224
Si	0	0	3.418	-0.0449	0.4759	-0.5588
Si	5.469	0	3.418	0.0686	0.0867	0.1213
Si	2.7345	2.7345	3.418	-0.0891	0.2325	-0.0791
Si	8.2035	2.7345	3.418	-0.0585	0.0632	0.3549
Si	0	5.469	3.418	-0.1862	-0.1641	0.1288
Si	5.469	5.469	3.418	-0.099	0.1713	0.3159
Si	2.7345	8.2035	3.418	0.2802	0.0091	0.0566
Si	8.2035	8.2035	3.418	-0.4103	-0.2644	-0.38
Si	1.2637	1.481	4.7552	-0.0043	0.0108	0.0197
Si	6.8125	1.3883	4.8213	-0.0321	0.0298	0.0069
Si	4.1168	4.0641	4.815	-0.004	0.0037	0.0127
Si	9.5113	4.1541	4.846	0.0012	-0.0126	-0.0131
Si	1.3509	6.8484	4.7544	0.0133	-0.0113	0.0109
Si	6.7855	6.9004	4.8304	-0.0062	-0.0079	-0.0011
Si	4.1293	9.5721	4.8033	0.016	-0.0142	0.0079
Si	9.5537	9.5855	4.6614	-0.0117	0.0073	0.0102
Si	2.6385	0.0356	5.9534	0.0151	-0.0162	0.0022
Si	8.2655	-0.0103	6.0449	-0.0162	-0.0026	0.0092
Si	-0.0989	2.8204	6.3007	-0.0076	-0.0219	-0.0163
Si	5.4524	2.6973	6.3033	0.0142	0.0013	-0.0304
Si	2.7602	5.5514	6.1225	-0.0166	0.024	0.0063
Si	8.0937	5.4889	6.2228	0.026	0.0027	0.0095
Si	-0.0732	8.2302	5.9961	0.0067	0.0117	0.0017
Si	5.5292	8.3368	6.3282	0.0065	-0.0102	-0.032
Si	3.6646	1.5324	7.386	-0.0456	-0.005	0.0316
Si	9.7793	1.0504	7.4774	0.0028	-0.0384	0.0477
Si	1.6203	3.9931	7.4868	0.039	0.0033	0.0193
Si	6.5207	4.3749	7.6445	-0.0146	0.0307	0.0365
Si	4.3194	6.6775	7.4811	-0.0159	-0.0415	0.0348
Si	9.3574	7.1014	7.3625	-0.0039	0.002	0.02
Si	1.0822	9.8186	7.232	0.0002	0.0283	0.0318
Si	7.2873	9.4718	7.6005	0.0503	0.0045	0.0519
O	1.8724	3.8929	25.1923	0.0023	-0.0127	-0.018
O	7.1511	9.2644	25.4432	-0.0167	0.0138	-0.0194
O	2.7151	2.8423	7.8258	-0.0156	0.0024	0.022
O	8.347	8.2424	8.062	-0.0149	0.0192	0.0149
O	5.3737	5.5156	7.9821	0.014	-0.0067	0.0199
O	0.0501	-0.0015	7.8714	-0.0115	-0.0001	0.0186
O	4.1609	6.74	25.3969	0.0051	-0.0033	-0.0217
O	9.5421	1.297	25.4377	0.0188	-0.0032	-0.026
O	1.7599	9.0691	8.5005	-0.0017	-0.0033	-0.0073
O	1.3736	4.6246	9.4224	-0.0153	-0.0028	-0.0073
O	9.0055	1.3375	8.9098	-0.0072	-0.0176	-0.0092
O	6.9965	10.4675	8.9252	0.0244	-0.0168	-0.0183
O	3.6688	0.6963	8.8311	0.0082	0.0176	0.0108
O	3.5688	7.1555	8.8647	-0.0047	0.0213	0.0006
O	7.041	3.8988	9.1538	-0.026	-0.0139	-0.0037
O	10.3464	6.2729	8.4391	0.001	0.0035	0.0092
O	3.8555	2.1184	24.8065	-0.0152	-0.0156	-0.0049
O	5.4266	0.0153	24.4002	-0.0076	0.0061	0.018
O	7.2235	2.7082	24.8303	0.0189	0.0312	-0.0115
O	11.1234	5.7013	24.3345	-0.01	-0.0244	0.0172
O	9.2832	7.1547	25.4701	0.0149	-0.0161	-0.0344
O	2.299	8.4624	24.5686	0.0073	0.0137	0.0024
O	6.2173	5.1574	24.5637	-0.0195	-0.0131	0.0061
O	0.3813	10.3627	24.4845	0.0148	0.0048	0.009
Si	2.4403	8.0863	9.5614	0.003	-0.0018	-0.0048
Si	11.0559	6.7907	14.4561	0.0011	-0.003	0.0019
Si	0.0084	-5.1271	17.2699	0.003	0.0019	-0.0015
Si	4.1705	0.8736	23.7981	-0.0117	0.0022	0.0009
Si	7.4357	-2.0045	20.3901	0.0003	0.0029	0.0053
Si	8.2897	0.8273	21.2997	0.003	-0.0024	0.0048
Si	1.7214	9.7463	23.745	0.0006	0.0045	0.0032
Si	10.5161	9.5332	14.467	0.0008	0.0022	0.0024
Si	3.9315	9.8182	11.7945	-0.0016	0.0018	-0.0009
Si	4.9617	16.1911	12.0725	0	0.003	0.001
Si	6.943	1.8192	16.861	-0.0015	-0.0011	-0.004
Si	4.6283	7.4836	20.2961	0.0038	-0.0058	0.0025
Si	13.258	8.5765	14.1545	-0.0005	0.0014	0.0033
Si	3.7316	1.5195	10.2429	-0.004	-0.0006	-0.004
Si	7.9314	11.4812	9.8662	0.0061	0.0036	0.0108
Si	1.7291	8.3864	20.8666	-0.0053	0.003	0.0051
Si	2.5361	-5.3931	21.3297	0.0027	-0.0029	0.0055
Si	2.224	4.0244	10.8906	0.0046	-0.0072	0.0041
Si	8.269	4.4141	17.5983	-0.0013	0.0023	-0.0014
Si	6.9558	3.93	23.7661	0.0066	-0.0008	0.0087
Si	12.6253	3.6594	18.8927	0.003	-0.0034	0.0005
Si	6.344	3.1116	10.4185	-0.0022	-0.0028	0.0021
Si	4.5409	2.9827	18.482	-0.0043	-0.005	0.0015
Si	7.9546	-0.2298	15.0778	-0.0031	0.0014	0.0018
Si	10.5236	4.664	12.3084	-0.0038	0.001	-0.0015
Si	-1.3633	3.1442	22.6348	0.0011	0.0029	0.0086
Si	6.2542	7.9451	12.3571	0.0029	-0.0001	-0.0015
Si	8.5849	9.6698	12.3354	-0.0005	-0.0025	-0.0024
Si	5.5571	2.3366	21.4645	-0.004	0.0026	0.0013
Si	12.0309	4.4223	23.8744	0.0071	-0.014	0.0009
Si	9.8673	2.7232	19.7528	0.001	-0.0021	0.0018
Si	11.2061	5.9575	9.7571	-0.0058	0.009	0.0003
Si	-5.3399	5.8904	17.7252	-0.0006	0.0046	-0.0002
Si	-0.854	-2.5831	19.1131	0.0019	0.0011	-0.0113
Si	8.0196	10.1252	17.7892	-0.0004	-0.0028	0.0024
Si	4.8163	6.8056	14.7141	0.0005	-0.0021	0.0064
O	7.6454	10.3207	13.5275	0.0332	-0.0036	-0.0029
O	7.0024	9.5638	18.9332	0.0399	-0.0011	0.0062
O	7.8454	8.2157	12.0492	-0.0171	0.0185	0.0097
O	-1.5938	1.2015	20.0877	-0.0132	0.0253	0.0103
O	4.5799	5.5098	13.6643	0.0101	0.0209	-0.0162
O	7.5334	9.6563	16.2792	0.0135	0.0307	0.0162
O	-1.4104	-1.3766	18.1285	-0.024	-0.0144	0.01
O	4.8674	13.5741	9.9484	0.0204	0.0009	0.0152
O	5.4593	9.2781	11.8409	-0.0207	-0.02	0.0132
O	1.2692	7.1377	10.2194	-0.0007	-0.0099	-0.0275
O	7.0859	1.1414	15.3562	0.0051	-0.0164	0.0092
O	8.4805	4.2342	23.2182	0.0022	-0.0228	-0.0177
O	5.6579	6.6428	11.5372	-0.0036	-0.0008	0.0353
O	1.4927	6.79	21.1464	0.0301	0.0072	-0.0043
O	-2.1345	8.0158	20.1295	-0.0027	0.0273	-0.0069
O	10.1432	9.6188	12.8499	-0.0205	0.005	0.0196
O	15.7531	4.5017	17.9872	0.0205	0.0022	0.0028
O	6.0524	8.1477	20.897	-0.0102	-0.0042	-0.0261
O	2.8316	-0.0183	23.7166	0.0039	-0.01	-0.0026
O	3.1357	9.5823	13.1811	0.0148	-0.0034	-0.009
O	6.0085	3.5329	22.4929	0.0159	-0.0158	0.001
O	9.9522	3.5964	21.124	-0.0118	-0.0337	0.003
O	2.248	4.3663	20.2485	-0.0051	0.0103	-0.0108
O	-5.9242	7.0171	18.7608	0.0048	-0.0172	0.0096
O	0.5383	-2.0852	19.8333	-0.003	-0.0245	0.0034
O	8.6474	10.5497	10.9782	-0.0195	0.0005	-0.0038
O	11.6534	6.2698	15.8719	-0.0206	0.0085	-0.0146
O	12.0954	4.2236	12.0901	-0.0051	-0.0009	-0.0202
O	9.6295	10.7195	15.1838	-0.0048	-0.0248	-0.0166
O	10.3361	5.5954	13.6207	0.0155	0.002	-0.0145
O	0.4239	2.6401	19.1096	-0.0084	0.0185	0.0052
O	3.979	11.4116	11.452	-0.0123	-0.0132	-0.0179
O	1.3532	7.3866	13.5287	-0.02	0.0007	0.0266
O	12.1274	9.5932	14.8436	-0.0191	-0.0109	-0.0072
O	7.2091	5.6171	17.9579	-0.0131	-0.0218	-0.0172
O	3.4731	-3.2045	14.9729	0.0159	-0.0054	-0.0149
O	12.0801	4.864	17.9395	-0.0139	-0.0083	0.0104
O	10.9932	3.2235	23.4431	-0.0093	0.0215	-0.0019
O	5.969	18.6394	13.9544	-0.0201	-0.0111	-0.0252
O	2.2237	4.8551	22.7801	-0.0156	0.0088	-0.001
O	6.854	1.5054	20.9753	0.0088	0.006	0.0211
O	5.3413	-4.6088	16.1684	-0.0031	-0.0001	0.0038
O	1.4559	-1.6647	22.212	0.0122	-0.0117	0.0047
O	-2.1606	3.5677	18.8864	0.0087	-0.0021	-0.0173
O	9.5784	5.0159	16.8447	-0.0007	0.0017	0.0261
O	9.5539	3.366	12.405	-0.0302	0.0239	0.0598
O	4.5155	1.389	22.2921	0.0184	0.0084	0.0123
O	3.3144	-2.4146	20.3279	-0.0066	-0.0144	0.0089
O	2.9231	2.7698	18.2705	0.0051	0.0164	0.0176
O	3.5693	4.8813	11.23	0.0076	-0.0121	0.0215
O	6.0675	4.0553	11.7492	-0.0124	0.0081	-0.0172
O	10.011	8.0025	14.8369	0.0327	0.0007	-0.0095
O	-6.0573	2.8626	20.0804	-0.0039	-0.0029	-0.0121
O	7.8956	11.7726	17.7769	-0.0161	-0.0109	-0.0121
O	7.976	-0.7863	21.3938	-0.0027	-0.0019	-0.0286
O	4.0727	6.1651	21.157	-0.025	0.0133	-0.022
O	8.948	1.6025	22.6103	-0.0007	0.0251	-0.0311
O	2.4207	2.4401	10.6285	0.009	0.0162	0.0097
O	18.4696	3.3238	16.6333	-0.0049	0.0047	0.0237
O	3.0977	8.9838	10.7006	0.0117	0.0039	0.0026
O	10.1934	5.5009	10.9283	0.0242	-0.0061	0.0057
O	7.1512	1.7207	10.7009	0.0048	0.0058	-0.019
O	10.5014	-3.9031	18.2447	-0.0014	0.0016	-0.0067
O	5.4458	1.9538	17.5477	0.012	0.0249	0.0105
H	8.9989	3.2774	13.1955	0.0446	0.0023	-0.0607

Results
free energy: -133997.958 eV
free energy less fixed offsets of H -17.10, O -569.03, Si -635.61 eV per atom: -5.698 eV

The program warned: the cutoff lies below the one the program advises for these potential files; the exchange-correlation potential is rough where the density is thin.
